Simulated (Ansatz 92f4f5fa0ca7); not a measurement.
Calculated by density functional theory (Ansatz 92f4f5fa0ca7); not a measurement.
Periodic cell of 273 atoms, Si157O104As12, from a study of silicon, its oxide and their interface. The atomic structure is a simulated model.
Doubt: the cutoff is far below the 930 eV that the study's wrapper takes by default for these files, so forces and energies are approximate.
This geometry differs little from another in the collection (a relaxation step or a small displacement).

Settings: functional PBE; potential files Ansatz PAW; basis plane waves; wave-function cutoff 580 eV; density cutoff ratio 5; exchange-correlation grid ratio 1; k mesh 1 x 1 x 1, Gamma-centred; self-consistency stop 5e-08 eV per atom in the density residual; occupations fixed; spin none; net charge 0.

Cell vectors (angstrom)
a	11.6015	0	0
b	0	13.3963	0
c	0	0	31.2643

Atoms: element, x, y, z (angstrom)
As	-0.1216	-0.0267	24.3643
Si	3.8992	0.0366	24.6975
Si	7.5478	0.0679	24.7151
Si	1.8278	3.1039	24.3238
As	5.7439	3.3789	24.3284
As	9.5816	3.346	24.3316
As	-0.1731	6.6804	24.3178
Si	3.6568	6.7097	24.3713
As	7.6741	6.6267	24.265
As	1.8272	10.0503	24.275
Si	5.6365	9.9702	24.6454
Si	9.5559	10.0649	24.5216
Si	-0.1225	2.1724	25.3596
Si	3.8283	2.2936	25.4012
Si	7.6538	2.3286	25.4431
Si	1.7636	5.4561	25.1414
Si	5.6908	5.609	25.2715
Si	9.569	5.5534	25.3967
Si	-0.0777	8.9164	25.3319
Si	3.6728	8.9006	25.3769
Si	7.6439	8.84	25.3015
Si	1.8494	12.2788	25.3202
Si	5.7285	12.1918	25.554
Si	9.5661	12.3009	25.3667
Si	-0.0407	2.2345	27.7135
Si	3.8099	2.2696	27.7484
Si	7.6885	2.2648	27.7721
Si	1.8833	5.5211	27.5845
Si	5.7238	5.6055	27.6565
Si	9.6193	5.5763	27.7343
Si	-0.0555	8.9301	27.6921
Si	3.7883	8.8869	27.7322
Si	7.6836	8.9141	27.6835
Si	1.8972	12.2833	27.6932
Si	5.7554	12.2427	27.8701
Si	9.5997	12.2823	27.7235
Si	1.8933	1.1168	28.496
Si	5.751	1.1307	28.5138
Si	9.6275	1.1243	28.5059
Si	-0.0286	4.4575	28.4914
Si	3.8165	4.4982	28.4959
Si	7.6662	4.5034	28.5085
Si	1.8651	7.76	28.4746
Si	5.7545	7.8082	28.491
Si	9.6219	7.8154	28.497
Si	-0.0418	11.1611	28.4878
Si	3.7967	11.1279	28.5198
Si	7.7116	11.1249	28.5277
Si	1.9336	1.1164	30.8694
Si	5.8008	1.1164	30.8694
Si	9.6679	1.1164	30.8694
Si	0	4.4654	30.8694
Si	3.8672	4.4654	30.8694
Si	7.7343	4.4654	30.8694
Si	1.9336	7.8145	30.8694
Si	5.8008	7.8145	30.8694
Si	9.6679	7.8145	30.8694
Si	0	11.1635	30.8694
Si	3.8672	11.1635	30.8694
Si	7.7343	11.1635	30.8694
Si	0	0	0.3944
Si	3.8672	0	0.3944
Si	7.7343	0	0.3944
Si	1.9336	3.3491	0.3944
Si	5.8008	3.3491	0.3944
Si	9.6679	3.3491	0.3944
Si	0	6.6981	0.3944
Si	3.8672	6.6981	0.3944
Si	7.7343	6.6981	0.3944
Si	1.9336	10.0472	0.3944
Si	5.8008	10.0472	0.3944
Si	9.6679	10.0472	0.3944
Si	0.0384	-0.011	2.7446
Si	3.9276	0.008	2.7561
Si	7.784	-0.0037	2.7385
Si	2.0114	3.4007	2.7632
Si	5.8413	3.3896	2.7373
Si	9.7615	3.3991	2.7198
Si	0.058	6.7203	2.7877
Si	3.907	6.7218	2.7735
Si	7.8015	6.7134	2.8034
Si	1.951	10.0262	2.7729
Si	5.8742	10.0636	2.7794
Si	9.7066	10.0366	2.7995
Si	0.0891	2.2444	3.4583
Si	3.9388	2.2516	3.5314
Si	7.8184	2.2693	3.3473
Si	1.9837	5.6351	3.644
Si	5.8489	5.6201	3.5651
Si	9.7623	5.5999	3.6025
Si	0.0238	8.9162	3.6594
Si	3.932	8.9617	3.5157
Si	7.7874	8.929	3.6694
Si	1.9918	12.2694	3.4917
Si	5.8651	12.3019	3.5806
Si	9.7029	12.2743	3.5496
Si	0.1455	2.1802	5.7692
Si	3.95	2.2818	5.876
Si	7.9004	2.3143	5.6187
Si	2.078	5.6656	6.0693
Si	5.8814	5.5839	5.916
Si	9.8031	5.4996	5.9827
Si	0.0235	8.9756	6.0846
Si	3.9847	9.0572	5.8509
Si	7.8197	8.9095	6.1293
Si	2.0233	12.2783	5.8144
Si	5.8636	12.3214	5.9629
Si	9.753	12.3537	5.8892
As	2.042	1.0728	6.8284
Si	6.0249	1.2461	6.5443
As	9.7556	1.2368	6.7661
Si	0.223	4.3109	6.8085
As	3.9964	4.4616	6.9872
As	7.8205	4.4034	6.8386
Si	2.1091	8.0404	6.8099
Si	5.7936	7.835	6.848
Si	9.7298	7.6802	6.9535
As	0.0811	11.2875	6.9292
As	3.9227	11.2366	6.9427
Si	7.8293	11.212	6.84
O	6.56	1.4747	8.1083
O	5.5317	7.8679	8.5144
O	2.4785	8.4566	8.3976
O	7.8005	11.2176	8.5323
O	11.9889	3.9627	8.4554
O	9.6562	7.3915	8.6241
O	4.3405	0.2563	23.0933
O	3.542	6.8764	22.6918
O	7.1365	0.2004	23.0973
O	5.4178	9.9181	22.9896
O	1.866	2.6422	22.6849
O	9.4899	10.252	22.8566
Si	12.4869	4.6176	12.0919
Si	13.7823	8.2248	18.8152
Si	11.3022	-0.5172	20.6965
Si	9.0231	6.7569	9.9945
Si	4.1579	13.3052	12.3384
Si	13.8731	9.0104	9.9124
Si	11.2531	3.3232	19.1274
Si	5.3307	-2.8418	21.5147
Si	5.7414	0.1726	22.2366
Si	3.6432	-2.5412	19.2279
Si	14.8186	13.9937	18.9871
Si	8.7542	11.6742	9.7804
Si	3.2584	6.4139	11.3746
Si	18.3903	4.2918	13.661
Si	8.7383	1.4029	11.6211
Si	-1.173	-3.1109	21.5149
Si	-0.8274	-3.4416	15.7517
Si	5.8766	7.293	10.0103
Si	-0.4977	-0.9882	17.6923
Si	9.4458	5.6827	19.5072
Si	8.2911	4.6604	16.2893
Si	19.8458	4.2015	11.0103
Si	6.0376	8.9277	12.7269
Si	1.435	2.0344	21.2162
Si	0.0002	7.5169	20.6828
Si	0.7167	9.6577	13.1916
Si	1.0494	-11.846	16.9386
Si	11.4473	10.8142	10.6005
Si	3.6349	2.2038	10.6462
Si	10.5738	7.117	12.5922
Si	2.8383	6.6337	21.2307
Si	8.5095	3.0675	18.914
Si	7.7947	10.3938	14.4673
Si	6.6192	2.1756	9.5634
Si	15.9614	2.5631	13.4774
Si	12.3959	2.9035	9.6421
Si	2.0125	3.6736	14.9615
Si	4.516	4.9508	19.3541
Si	8.994	12.0446	19.549
Si	5.7158	1.9843	19.6934
Si	6.6244	-2.7971	19.0927
Si	-0.7086	13.6051	10.0543
Si	4.6799	6.5807	14.1685
Si	7.2545	-0.7521	12.4873
Si	7.1299	-4.4969	16.7853
Si	9.5779	-6.1335	15.566
Si	6.8321	6.4441	18.1549
Si	3.4575	10.4603	12.1846
Si	3.007	5.9654	16.7607
O	1.1927	6.6181	21.3958
O	5.5809	7.8914	13.8874
O	5.061	2.3924	9.9282
O	11.2891	5.6877	12.3285
O	8.3885	6.6818	18.7081
O	11.2221	8.8652	21.5135
O	11.9236	-1.0438	10.2531
O	12.0268	2.7463	17.84
O	2.3405	7.2569	17.5093
O	7.3889	6.7056	9.8916
O	4.6585	6.2694	10.4911
O	5.7891	1.431	21.218
O	14.737	-5.6278	20.0809
O	9.6399	7.5351	11.3036
O	3.686	3.042	12.0568
O	6.1459	7.8053	17.5159
O	13.9324	9.6244	13.0084
O	14.8985	10.14	10.563
O	12.0267	0.7536	21.3785
O	9.6581	-6.3041	13.9445
O	5.0274	3.4462	19.6229
O	3.852	-2.9642	20.8085
O	8.1703	-5.4489	15.9842
O	3.7904	5.0733	17.8902
O	4.1341	0.9454	13.6095
O	2.4222	16.0767	9.681
O	3.9508	6.6291	15.6099
O	18.9948	4.8777	12.2488
O	7.2393	2.0893	19.1111
O	9.5079	-0.9341	18.0455
O	9.6661	-0.2708	20.595
O	5.702	5.3422	14.1974
O	4.8038	0.9624	18.8038
O	6.9507	5.3537	16.9388
O	2.446	7.7246	10.882
O	3.2133	12.0169	12.578
O	9.5939	-0.4043	9.2409
O	15.2016	3.3515	14.6784
O	8.67	3.4483	17.3136
O	6.7048	-3.3979	15.6473
O	11.9989	-3.2872	14.7044
O	7.6045	14.5968	10.4305
O	7.6146	9.8074	18.0607
O	12.8697	4.0541	13.5694
O	10.2075	6.6506	20.5819
O	-0.0327	10.7271	12.2219
O	5.9671	2.8853	13.4568
O	11.6481	0.2505	16.7588
O	9.529	10.5753	20.1547
O	2.6106	9.7852	18.5175
O	13.7604	5.2225	11.2475
O	7.2709	3.6567	9.8145
O	9.9111	10.5483	10.1005
O	2.4356	1.0429	17.6302
O	8.0281	14.0428	12.8671
O	5.8202	5.9485	19.3332
O	7.4029	-1.5409	13.8998
O	9.5458	-7.6572	16.1812
O	11.7697	-5.2206	12.8431
O	9.3344	-3.0118	15.0505
O	6.0081	8.4067	11.1888
O	-0.8542	4.8716	18.8406
O	12.3732	9.6506	9.9411
O	11.8559	-0.8253	19.1603
O	4.9502	10.1374	12.7317
O	-1.6765	2.3708	19.3453
O	0.6038	8.048	19.2471
O	7.9388	-1.5046	11.186
O	7.9467	4.0953	14.798
O	9.0194	2.9863	11.7832
O	5.118	10.8259	18.4714
O	3.0667	-1.0204	19.1501
O	6.4204	9.8148	20.5254
O	10.6929	-5.0578	16.1364
O	7.3833	-1.3737	19.4051
O	2.6685	1.4487	20.2971
O	0.3328	3.4286	11.1175
O	7.5405	-3.9965	13.1737
O	15.1878	6.4755	12.9697
O	12.9365	2.2877	15.5134
O	1.954	4.9354	16.0185
O	9.3403	5.1701	10.2835
O	-0.3534	-2.4576	16.9715
O	11.6463	1.4681	9.3604
O	3.4761	5.2688	20.5834
O	10.2068	0.7097	11.4489
O	0.6401	3.2371	20.428
O	3.4988	0.6232	11.0227
O	5.7025	12.8799	12.0695
O	8.4232	4.4267	19.8783
O	-0.0722	-1.879	21.5936
O	5.685	12.1404	21.4845

Results
free energy: -217228.826 eV
free energy less fixed offsets of As -4856.12, O -568.88, Si -635.61 eV per atom: -1.096 eV

Forces (eV/angstrom), in the order of the atoms: element, x, y, z
As	-0.008	-0.0319	0.0058
Si	0.0393	0.0093	0.0599
Si	0.0466	-0.0074	0.032
Si	-0.0132	0.0418	0.0358
As	0.0246	-0.0251	0.0368
As	-0.0315	0.0259	0.0531
As	-0.0045	0.0121	-0.0063
Si	0.0424	-0.0172	0.0576
As	0.0074	-0.0108	0.0728
As	0.0199	0.0404	0.0665
Si	0.002	-0.0255	0.0122
Si	0.0251	0.0263	0.0354
Si	0.0465	-0.0141	-0.0968
Si	-0.0238	-0.0077	-0.0807
Si	-0.0009	-0.0133	-0.1151
Si	0.0648	-0.0376	-0.039
Si	-0.0685	0.0356	-0.1119
Si	-0.0076	0.0087	-0.1093
Si	-0.0361	0.0064	-0.1095
Si	-0.0188	-0.0454	-0.063
Si	0.0217	0.0016	-0.0748
Si	-0.0051	0.0023	-0.1147
Si	0.0059	0.0151	-0.0631
Si	-0.082	-0.0159	-0.0985
Si	-0.0343	-0.0411	0.0195
Si	0.0432	-0.013	0.0079
Si	-0.0074	0.0503	0.0107
Si	-0.055	0.0531	-0.0391
Si	0.0745	-0.0477	0.0088
Si	0.0043	-0.0034	0.0129
Si	0.0465	-0.019	0.0178
Si	-0.0148	0.038	-0.0105
Si	-0.0006	-0.0357	0.0011
Si	-0.0215	-0.0178	0.0065
Si	-0.0275	0.009	-0.057
Si	0.0699	0.0136	0.0156
Si	0.0062	-0.0074	0.014
Si	-0.0168	-0.0247	0.0094
Si	0.0265	-0.0285	0.0267
Si	0.0248	0.0722	0.0105
Si	0.0016	-0.0172	0.0185
Si	-0.0473	-0.0167	0.0243
Si	-0.0355	-0.0396	0.0305
Si	0.0182	0.0272	0.0324
Si	-0.0053	-0.0046	0.0007
Si	-0.0111	0.053	0.0245
Si	0.0305	-0.0214	0.025
Si	-0.0294	0.0294	-0.0045
Si	-0.0819	-0.0189	0.0561
Si	-0.1091	0.052	0.1069
Si	-0.0118	-0.0096	0.0615
Si	-0.0096	-0.0081	-0.1258
Si	-0.1122	0.0954	-0.1246
Si	-0.1756	0.0932	0.0659
Si	-0.1411	-0.1748	-0.2174
Si	-0.0571	-0.004	0.0045
Si	-0.0998	0.0335	-0.0175
Si	-0.0433	0.0135	-0.073
Si	-0.1701	-0.0719	0.2361
Si	0.0029	-0.1114	0.1576
Si	0.0167	-0.0555	-0.118
Si	0.1513	0.0188	-0.0607
Si	0.0473	-0.121	-0.2336
Si	0.1601	0.1924	-0.0127
Si	-0.0041	0.1109	-0.1831
Si	0.204	0.1606	-0.3886
Si	0.1364	0.042	0.1771
Si	-0.0047	-0.0337	0.086
Si	0.1568	0.0395	0.2969
Si	-0.0408	-0.059	0.0506
Si	0.2179	0.0286	0.1178
Si	0.0332	-0.0788	0.2648
Si	-0.0152	0.0115	0.0195
Si	0.0192	-0.0028	0.0428
Si	-0.0144	-0.0044	0.0545
Si	0.0468	0.0168	0.0129
Si	0.0311	0.0504	0.02
Si	0.0049	0.0123	0.0268
Si	0.0018	-0.0128	-0.0075
Si	-0.0417	-0.0186	-0.006
Si	0.0388	0.0223	-0.0385
Si	-0.0312	-0.0217	0.0025
Si	0.0295	0.0024	-0.0226
Si	-0.0221	-0.071	-0.0215
Si	-0.0314	-0.0382	-0.0623
Si	-0.0548	0.0036	-0.0497
Si	0.021	0.0416	-0.1184
Si	0.0673	-0.0371	0.0081
Si	0.0212	-0.0506	-0.061
Si	-0.1027	-0.0471	-0.0404
Si	0.0383	0.1002	0.0114
Si	0.0016	0.019	-0.0403
Si	-0.0148	0.0065	0.079
Si	-0.0542	0.0084	-0.0357
Si	-0.0365	-0.0215	-0.0076
Si	0.0846	0.0628	-0.1074
Si	0.0373	0.0123	0.1488
Si	-0.0071	0.0086	0.1944
Si	0.0347	0.0066	0.1818
Si	-0.0107	0.0214	0.0763
Si	-0.0286	0.0132	0.1589
Si	0.1043	-0.0499	0.1507
Si	0.017	-0.0107	0.1163
Si	0.0692	0.0057	0.0961
Si	-0.0364	0.0108	0.0252
Si	0.0205	0.0004	0.1589
Si	0.0861	0.0214	0.0614
Si	-0.0983	0.0128	0.2377
As	0.0118	-0.0202	-0.0857
Si	-0.0494	-0.0228	-0.0258
As	-0.0322	0.0025	-0.0758
Si	-0.0945	0.0182	-0.0562
As	-0.0318	-0.0232	-0.0591
As	-0.0009	0.0355	-0.0947
Si	-0.0506	-0.0028	-0.0269
Si	0.0542	-0.004	-0.0618
Si	-0.0309	0.0173	-0.0422
As	0.0294	-0.0623	-0.1251
As	-0.0239	-0.0052	-0.0625
Si	0.0047	-0.0161	-0.0753
O	-0.0031	0.0464	-0.0231
O	-0.0088	-0.0295	0.0762
O	-0.0275	0.011	0.0069
O	0.0256	0.0327	0.0693
O	0.0132	-0.021	0.0088
O	-0.0013	-0.0278	0.0105
O	0.0214	-0.0289	0.0071
O	-0.0325	-0.0074	-0.0649
O	-0.0425	-0.0009	-0.0204
O	0.005	0.0381	0.0048
O	-0.0028	-0.0203	-0.0354
O	0.0354	-0.0042	-0.0346
Si	-0.0045	0.0145	0.043
Si	0.0234	0.0078	-0.0594
Si	-0.0147	-0.0234	-0.0556
Si	0.0287	0.0369	-0.0406
Si	0.0118	-0.012	0.0467
Si	0.0189	0.0057	-0.0368
Si	-0.0075	-0.0187	-0.0393
Si	0.0036	-0.0189	0.0063
Si	0.017	0.0272	0.0792
Si	0.0035	0.0044	-0.0754
Si	0.0193	-0.0161	-0.0436
Si	-0.0566	-0.043	-0.0251
Si	0.0068	-0.004	0.0531
Si	-0.0048	0.0008	0.0254
Si	-0.0029	-0.0269	0.1426
Si	-0.0368	0.0029	0.048
Si	-0.0022	0.013	-0.0266
Si	-0.0198	0.0418	-0.0623
Si	-0.0263	0.0152	-0.0139
Si	0.0055	0.0046	-0.0475
Si	-0.0174	-0.016	-0.0203
Si	0.0123	0.0296	0.0782
Si	-0.0133	0.0076	0.0017
Si	0.0321	0.0356	0.0514
Si	0.0167	0.0149	-0.0372
Si	-0.0043	-0.0158	0.0176
Si	0.0106	-0.0072	-0.0008
Si	-0.0208	-0.0334	0.0874
Si	-0.0146	0.0015	0.064
Si	0.0168	-0.0017	0.0281
Si	0.036	0.0242	0.0649
Si	-0.0154	-0.0313	-0.0364
Si	-0.018	0.021	-0.0089
Si	-0.0169	-0.0086	-0.0143
Si	0.0014	-0.0111	0.0354
Si	0.0088	0.08	-0.0326
Si	0.0111	0.0062	-0.015
Si	0.0054	0.0018	-0.0509
Si	-0.025	0.007	-0.0448
Si	-0.0192	-0.0007	-0.0636
Si	-0.0033	0.0116	-0.0175
Si	-0.0141	-0.0088	0.0806
Si	0.0073	-0.0074	0.011
Si	-0.0159	0.023	0.0423
Si	-0.0007	0.0253	0.0049
Si	-0.006	0.0069	-0.0277
Si	-0.0105	-0.0202	-0.0263
Si	0.0027	0.0013	0.0505
Si	0.0208	0.0087	-0.008
O	-0.0317	-0.006	0.0137
O	-0.0033	-0.0112	-0.0098
O	0.0072	-0.007	-0.0391
O	-0.0029	-0.0009	-0.02
O	0.0085	-0.0097	0.0414
O	0.0132	-0.0181	0.0065
O	-0.0099	0.0337	-0.0576
O	0.0015	-0.0055	0.0147
O	-0.0029	-0.0133	0.0094
O	-0.02	-0.0253	-0.0025
O	-0.0075	-0.0248	-0.0165
O	0.0059	0.0063	0.0008
O	0.0018	0.0053	0.0173
O	-0.0067	-0.0035	-0.0258
O	0.003	-0.0014	-0.068
O	0.026	0.017	0.008
O	-0.0069	-0.0089	-0.0013
O	-0.0167	0.0043	-0.0376
O	-0.0162	-0.0232	0.0255
O	-0.0023	-0.0006	0.0005
O	0.0048	0.007	0.0391
O	-0.0001	0.003	0.0264
O	-0.0109	0.0102	0.0079
O	-0.0103	0.0079	0.0017
O	-0.0029	0.0165	-0.0138
O	0.0135	-0.0201	-0.03
O	-0.0068	-0.0105	0.002
O	0.0034	-0.0128	-0.0592
O	0.0161	0.0167	0.0281
O	0.0177	-0.0015	0.0113
O	0.0301	-0.0025	0.025
O	-0.0083	0.0112	-0.0049
O	-0.0059	-0.0037	0.0248
O	0.0049	-0.0043	0.0082
O	-0.0068	-0.0063	-0.0269
O	0.0009	-0.0046	-0.0368
O	0.0333	0.0395	-0.0283
O	-0.004	-0.0004	0.0035
O	0.0105	0.0104	-0.0021
O	0.0065	-0.0247	0.0229
O	-0.0081	-0.003	0.007
O	-0.0031	0.0104	-0.044
O	-0.0152	-0.0148	0.0139
O	-0.0056	-0.0046	-0.0051
O	-0.0034	-0.006	0.0236
O	-0.0046	0.0098	-0.0582
O	-0.0053	0.0064	-0.0139
O	0.0026	-0.0025	0.0041
O	0.014	-0.0079	0.0248
O	0.0075	-0.0102	0.0363
O	0.0084	-0.003	-0.0351
O	0.0001	-0.0291	-0.0356
O	0.0196	0.0044	-0.013
O	-0.0072	0.0141	-0.0035
O	-0.0001	-0.0069	-0.0445
O	0.0126	0.0057	0.0294
O	0.0086	-0.0106	-0.0042
O	0.006	-0.0026	0.0078
O	-0.0027	0.0013	-0.0109
O	0.0063	-0.0057	0.0029
O	-0.0088	0.0097	0.0073
O	-0.0075	0.0115	0.0465
O	-0.0127	0.0171	-0.0293
O	0.0071	-0.0048	0.0276
O	0.0017	-0.0131	-0.0244
O	0.0031	0.0168	0.0398
O	-0.0175	-0.0076	0.0416
O	0.031	-0.011	-0.0625
O	0.0078	0.0017	0.0033
O	-0.0125	0.0058	-0.0731
O	0.0077	-0.0068	0.0248
O	0.0081	-0.0087	0.0425
O	-0.0069	0.0178	-0.0014
O	-0.0019	-0.0005	0.0173
O	0.0065	-0.023	0.0118
O	-0.0005	-0.0021	0.0284
O	-0.0069	-0.0283	-0.0624
O	-0.0081	-0.0006	-0.0092
O	0.0026	-0.0013	-0.0264
O	-0.0087	-0.0019	-0.0021
O	-0.0064	0.0002	0.0043
O	-0.0177	-0.0429	-0.0188
O	-0.0034	-0.0061	0.0078
O	-0.0311	-0.0516	-0.018
O	0.0152	-0.0247	0.025
O	0.0172	-0.0065	-0.0854
O	-0.008	0.0098	0.0122
O	-0.0024	0.0123	-0.0331
O	-0.0154	0.0013	-0.0295
O	0.0011	0.0052	0.0413
O	0.0099	0.0115	0.0136
O	-0.009	-0.0188	0.0313

The program warned: the cutoff lies below the one the program advises for these potential files; the forces do not sum to zero within the program's tolerance; the exchange-correlation potential is rough where the density is thin.
